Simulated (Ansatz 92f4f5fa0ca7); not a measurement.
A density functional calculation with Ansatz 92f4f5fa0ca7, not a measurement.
Periodic cell of 234 atoms, Si146O88, from a study of silicon, its oxide and their interface. The atomic structure is a simulated model.
Doubt: the cutoff is far below the 930 eV that the study's wrapper takes by default for these files, so forces and energies are approximate.

Settings
functional: PBE
potential files: Ansatz PAW
basis: plane waves
wave-function cutoff: 580 eV
density cutoff ratio: 5
exchange-correlation grid ratio: 1
k mesh: 1 x 1 x 1, Gamma-centred
self-consistency stop: 5e-08 eV per atom in the density residual
occupations: fixed
spin: none
net charge: 0

Cell vectors (angstrom)
a	11.6015	0	0
b	0	10.938	0
c	0	0	32.7715

Atoms and the computed forces on them: element, x, y, z (angstrom), force x, y, z (eV/angstrom)
Si	0.0615	-0.1847	23.8311	-0.0691	-0.3611	-0.4851
Si	3.8777	-0.0225	24.0676	0.0172	-0.4301	-0.1309
Si	7.6583	-0.1534	23.955	-0.0161	-0.0624	0.0172
Si	1.9073	1.2884	23.941	-0.1512	0.5152	-0.3829
Si	5.7814	1.2705	24.0948	0.1926	0.4976	-0.1544
Si	9.6776	1.1299	23.8555	-0.131	0.0555	0.1599
Si	0.4539	5.6244	23.8276	-0.114	-0.4156	0.1724
Si	4.203	5.3214	24.0315	-0.1676	-0.2646	-0.3754
Si	7.6942	5.2079	24.4214	0.2293	-0.254	-0.1159
Si	2.4493	6.7888	23.9883	0.0001	0.0771	-0.2099
Si	6.0146	6.7908	24.2403	0.2725	0.2608	-0.3334
Si	9.6782	7.3899	23.7974	-0.034	0.0594	0.0463
Si	1.9485	2.6988	25.9039	0.0144	0.1768	0.0916
Si	5.8406	2.6086	26.0629	-0.0895	0.0716	0.0072
Si	9.7622	2.6537	25.8391	0.1262	-0.0847	-0.0232
Si	0.0467	4.1814	25.8509	0.0207	0.1102	-0.2314
Si	3.9475	4.028	25.9793	0.0202	-0.2552	0.1742
Si	7.7931	3.8949	26.2656	-0.1166	-0.0777	0.0836
Si	2.0405	8.1131	25.9258	-0.0712	0.1862	0.2688
Si	5.8379	8.2012	26.101	-0.1163	0.2492	0.0769
Si	9.6715	8.3156	25.9918	-0.0104	0.0321	-0.3081
Si	0.0892	9.5139	25.8811	0.1305	0.0174	0.1339
Si	3.8857	9.579	26.0268	-0.0208	-0.2261	0.0827
Si	7.7323	9.6413	26.0458	-0.1024	-0.0768	-0.0329
Si	0.0502	-0.0431	27.8781	0.0623	0.0742	-0.11
Si	3.8626	-0.0045	27.9597	0.0012	0.1029	-0.0489
Si	7.7835	0.0353	27.9827	-0.0561	0.1003	-0.2157
Si	1.9422	1.3838	27.9122	0.0253	-0.0733	-0.0652
Si	5.8101	1.3161	28.0016	-0.0501	-0.1204	-0.0672
Si	9.7447	1.3801	27.8836	0.0643	-0.1244	-0.1293
Si	0.0043	5.4436	27.8874	0.0599	-0.0223	-0.0166
Si	3.8852	5.4292	27.9175	-0.106	0.1103	-0.0428
Si	7.7717	5.4679	27.9945	0.0852	0.0837	0.0355
Si	1.9473	6.8111	27.9155	0.0846	-0.0856	-0.0495
Si	5.8162	6.8002	27.9791	-0.0834	-0.1062	-0.0544
Si	9.693	6.8548	27.8953	0.0126	-0.0682	-0.0702
Si	1.9336	2.7345	29.8723	0.0032	0.0697	-0.1004
Si	5.8008	2.7345	29.8723	-0.0696	0.1064	0.1333
Si	9.6679	2.7345	29.8723	0.1569	0.0103	-0.2678
Si	0	4.1018	29.8723	-0.0402	0.0594	-0.1597
Si	3.8672	4.1018	29.8723	0.0219	-0.1371	-0.0021
Si	7.7343	4.1018	29.8723	0.0529	-0.0413	0.4122
Si	1.9336	8.2035	29.8723	0.0206	-0.0997	-0.1328
Si	5.8008	8.2035	29.8723	-0.0085	0.0048	0.1108
Si	9.6679	8.2035	29.8723	0.0294	-0.0212	-0.1729
Si	0	9.5708	29.8723	0.0634	-0.0416	-0.2493
Si	3.8672	9.5708	29.8723	-0.1066	-0.1273	0.0608
Si	7.7343	9.5708	29.8723	0.141	-0.1158	0.0738
Si	0	0	31.8059	0.0074	0.0655	-0.024
Si	3.8672	0	31.8059	0.0187	0.0006	-0.0192
Si	7.7343	0	31.8059	-0.0507	0.0753	0.0676
Si	1.9336	1.3673	31.8059	-0.0017	-0.1504	0.0157
Si	5.8008	1.3673	31.8059	0.0484	-0.0065	0.0018
Si	9.6679	1.3673	31.8059	-0.0064	-0.1069	-0.0356
Si	0	5.469	31.8059	-0.009	0.0879	-0.0151
Si	3.8672	5.469	31.8059	0.0073	0.1082	-0.0186
Si	7.7343	5.469	31.8059	0.0263	-0.0394	0.0931
Si	1.9336	6.8362	31.8059	-0.017	-0.1014	0.009
Si	5.8008	6.8362	31.8059	-0.0234	0.0219	0.0005
Si	9.6679	6.8362	31.8059	0.0275	-0.0618	-0.056
Si	1.9336	2.7345	0.9679	-0.0997	0.2076	0.1972
Si	5.8008	2.7345	0.9679	0.0781	0.0124	0.041
Si	9.6679	2.7345	0.9679	0.0193	0.0002	0.1421
Si	0	4.1018	0.9679	0.009	-0.1285	-0.1985
Si	3.8672	4.1018	0.9679	0.0626	-0.0591	0.1531
Si	7.7343	4.1018	0.9679	-0.0233	0.0147	-0.0232
Si	1.9336	8.2035	0.9679	-0.015	-0.007	0.0615
Si	5.8008	8.2035	0.9679	0.0416	-0.0155	0.0527
Si	9.6679	8.2035	0.9679	-0.1208	0.3053	-0.325
Si	0	9.5708	0.9679	0.0806	0.0214	-0.0078
Si	3.8672	9.5708	0.9679	-0.2488	0.1218	0.1518
Si	7.7343	9.5708	0.9679	0.0169	0.0193	0.2056
Si	0.0103	0.0167	2.8947	-0.023	0.1231	-0.0872
Si	3.7913	0.0855	2.8861	0.1135	0.037	-0.0064
Si	7.7437	-0.0304	2.9622	0.1149	0.0891	0.0985
Si	1.8557	1.5108	3.003	-0.1824	0.0245	0.1963
Si	5.777	1.3523	2.9036	-0.1399	-0.1482	0.1171
Si	9.6594	1.3631	2.9208	0.1091	-0.1334	-0.0889
Si	-0.0549	5.4878	2.8585	0.0024	0.1588	-0.0687
Si	3.8635	5.4663	2.9229	-0.0703	0.1283	-0.1001
Si	7.7466	5.4608	2.9033	0.0482	0.1928	0.0623
Si	1.9206	6.8107	2.9034	0.1199	-0.0444	0.0846
Si	5.8117	6.8449	2.9093	-0.0589	0.0327	0.0469
Si	9.66	6.8615	2.8513	-0.0563	-0.1246	-0.0876
Si	1.6281	3.0707	4.982	-0.0021	0.1278	-0.433
Si	5.6608	2.8068	4.7682	0.2378	-0.0974	-0.108
Si	9.6339	2.6528	4.8949	-0.1095	-0.2505	-0.0417
Si	-0.3671	4.4095	4.9072	0.0349	-0.0035	0.1446
Si	3.7352	4.1626	4.9028	-0.2911	0.0364	0.0399
Si	7.6678	3.9593	4.7467	0.0014	0.0223	0.0331
Si	2.045	8.1788	4.8407	-0.0508	-0.2635	-0.2355
Si	5.8454	8.3525	4.763	0.1412	-0.0581	-0.0798
Si	9.8105	8.0828	4.8428	0.2159	0.0757	0.1063
Si	0.1328	9.5139	4.7667	-0.1684	-0.1137	-0.1672
Si	3.8789	9.6341	4.7679	-0.1806	0.1544	0.1653
Si	7.8855	9.5113	4.9314	-0.1266	-0.0117	-0.0715
Si	0.3322	-0.0498	6.6229	0.4022	-0.4692	0.0924
Si	3.98	0.4494	7.5273	-0.4263	-0.6102	-0.0392
Si	7.9972	-0.339	7.0544	0.0442	-0.1576	-0.1171
Si	1.4599	1.9394	7.0061	0.4103	0.1052	-0.1919
Si	6.1519	1.0836	7.4943	0.175	-0.1398	0.4664
Si	9.8655	1.0608	6.7819	-0.258	0.3731	0.1096
Si	-0.7379	6.9821	8.3429	-0.2219	-0.2436	-0.0604
Si	3.9249	5.567	6.7971	0.1799	-0.5646	0.3627
Si	7.8052	5.5159	6.4568	-0.3739	0.0844	0.2663
Si	2.23	7.1635	7.0039	-0.2	0.4853	0.2245
Si	5.8463	6.8659	6.5153	0.3351	0.3755	-0.269
Si	10.0133	6.1551	6.2836	0.3284	0.1982	-0.2235
O	3.0565	1.8172	7.5034	0.0941	-0.2258	0.0263
O	2.8603	8.1563	8.1745	-0.0742	0.0825	-0.0324
O	5.7479	6.3179	9.781	0.0562	-0.0156	-0.0034
O	12.3515	6.8574	7.6584	0.1331	-0.0241	0.0535
O	5.9563	13.0516	6.2375	0.1285	0.2335	-0.282
O	10.1692	8.4771	8.567	0.0558	0.0173	-0.0311
O	3.4666	10.543	8.8325	0.048	0.2074	0.0077
O	10.0913	1.8292	8.2668	-0.0154	-0.0055	-0.2187
O	7.7183	5.4696	8.177	0.0394	0.0491	-0.0277
O	5.9966	3.6772	9.7706	-0.0825	0.0935	-0.076
O	0.9371	10.0242	7.9406	-0.1189	-0.1315	0.1525
O	-0.3805	3.9653	9.1365	-0.0168	0.0286	-0.235
O	2.7286	7.6735	22.5974	-0.0408	0.0273	0.1102
O	1.8516	2.3097	22.5854	0.164	-0.3824	0.4103
O	5.5878	2.1597	22.6941	0.1543	-0.1788	0.2808
O	4.1548	9.9401	22.7258	0.0754	0.1402	0.303
O	6.3551	7.7902	22.935	-0.2454	0.0009	0.0643
O	13.9242	9.6354	20.869	0.0745	0.1349	0.1292
O	4.1203	4.3951	22.6093	0.0379	0.1391	0.349
O	11.2243	7.0052	23.4018	-0.0292	0.147	-0.0279
O	0.2934	4.5025	22.6378	-0.0011	0.0479	0.0253
O	7.6688	3.986	23.2978	-0.1269	-0.0906	0.1689
O	0.1419	9.8172	22.3905	-0.1216	0.3029	0.6503
O	9.1355	-5.0736	24.0202	0.1024	0.0681	0.2333
Si	2.2143	9.5137	8.8402	-0.0996	-0.2059	0.0689
Si	10.6044	12.3644	16.7689	0.0179	0.0129	-0.0078
Si	1.3691	3.029	16.4199	0.0793	0.0788	-0.1047
Si	6.7991	6.8057	8.6314	-0.1855	-0.2332	0.0263
Si	3.4533	8.8501	21.7384	-0.013	-0.035	-0.2178
Si	5.6969	9.0258	19.8235	-0.0504	0.0234	-0.3405
Si	12.3169	9.4401	20.8982	-0.0016	-0.0637	-0.3752
Si	2.3954	8.5141	14.4756	-0.0876	0.0436	-0.0177
Si	11.5507	2.404	8.7817	-0.4297	0.15	0.9425
Si	5.0809	3.3773	21.7579	-0.0374	-0.0908	-0.3713
Si	8.4707	2.6598	15.1109	0.0756	0.028	0.0299
Si	7.3198	4.4643	17.5546	-0.0162	0.0289	0.0029
Si	8.7241	9.2119	8.8758	-0.1705	0.1956	0.1665
Si	1.8443	10.0214	11.8484	0.0088	0.1511	0.2722
Si	6.8881	7.5199	17.2087	0.1064	-0.0303	-0.0482
Si	8.3931	11.4687	11.1143	-0.093	0.1879	0.0373
Si	9.7599	1.8093	21.5958	0.0585	-0.0586	0.0084
Si	1.6362	10.9946	16.4283	0.0479	0.0449	-0.0668
Si	4.0206	12.3548	11.8374	-0.0826	0.0635	0.1783
Si	-1.3508	10.9724	19.3404	-0.0667	-0.0176	-0.3402
Si	4.1559	11.0417	17.9245	-0.0318	0.0632	-0.1033
Si	9.2256	5.7188	19.7343	0.0724	-0.0398	-0.2497
Si	7.4149	8.9429	22.4152	0.1313	0.0613	-0.1327
Si	11.3725	12.2777	11.7462	0.044	0.0564	0.1899
Si	2.6921	4.3026	11.7603	-0.0828	-0.0384	0.1012
Si	10.7389	3.901	13.1849	0.0953	-0.0708	0.0136
Si	0.2361	6.7894	19.231	-0.0622	-0.0596	-0.3355
Si	13.7348	4.4508	19.0074	0.0932	0.0758	-0.3127
Si	0.895	3.3044	21.7105	-0.0721	0.0498	-0.1865
Si	5.2451	9.412	15.3757	-0.068	0.0466	0.1091
Si	4.7261	3.0811	18.8202	-0.0013	0.1706	-0.2473
Si	6.1642	2.0616	9.6217	0.2778	0.2951	0.4532
Si	13.2038	5.3966	14.4066	-0.019	-0.1131	0.0261
Si	4.9304	4.9047	9.6754	0.0991	0.0228	0.2663
Si	9.5256	8.1738	18.246	0.1092	-0.0998	-0.1746
Si	11.3681	4.8994	10.4619	0.1546	-0.1765	0.3915
Si	7.8176	4.0982	21.6918	0.0393	0.0748	-0.3277
Si	6.4755	0.7248	13.5465	-0.031	0.0609	-0.0342
O	4.7683	10.4377	16.5437	0.0268	-0.0113	0.0179
O	10.851	5.5531	19.6817	-0.0476	-0.0107	0.1884
O	9.4173	3.508	14.0606	-0.0745	0.0373	-0.0503
O	10.9841	6.3743	9.8811	-0.0435	0.2983	-0.31
O	11.9299	1.705	10.2447	0.0703	0.0355	-0.4479
O	3.6347	-0.4234	6.1688	0.0069	0.0262	-0.3013
O	6.1969	3.5383	18.2853	-0.0098	-0.0554	0.0884
O	11.6644	15.9695	13.9437	-0.0411	0.0762	0.015
O	6.6768	5.9049	17.1348	-0.0339	0.0346	-0.0167
O	8.5538	4.7586	18.5957	0.0066	-0.0247	0.1113
O	-5.2914	4.27	21.1372	-0.0032	0.1486	0.081
O	7.6314	8.0494	9.26	0.1161	-0.0465	-0.0751
O	4.5176	2.6785	20.3943	-0.0517	-0.037	0.2979
O	8.7885	10.1798	10.1948	0.069	-0.1609	-0.157
O	6.1337	8.1965	15.9604	-0.0158	-0.0263	-0.0967
O	8.9235	8.213	22.5673	-0.0542	0.1065	0.2092
O	2.0743	12.5401	15.9405	-0.0564	-0.0332	0.007
O	4.9671	10.3642	19.1792	0.074	-0.082	0.1361
O	13.4071	9.7166	15.4244	-0.0157	0.0223	0.0322
O	8.5283	2.7634	21.1223	-0.0832	0.0154	0.0408
O	7.8908	3.695	16.2355	0.0273	-0.0234	-0.0517
O	13.444	6.9822	14.8138	0.0133	0.0301	0.0256
O	9.2676	1.4188	15.8463	-0.0225	-0.0188	-0.0223
O	4.1273	4.7723	8.2605	-0.2436	-0.0243	-0.361
O	4.5306	8.2447	20.6671	-0.0196	-0.0595	0.1967
O	8.9216	7.3053	19.5014	-0.0627	0.0243	0.1496
O	10.3536	4.5383	11.7095	-0.0164	0.0491	-0.1726
O	7.2533	12.8607	14.3315	-0.0387	-0.0219	-0.0469
O	4.3457	1.7281	17.9842	0.0041	-0.0355	0.0769
O	6.2658	8.1045	18.6047	-0.0808	0.0618	0.2222
O	13.3838	3.9569	20.5158	-0.0663	-0.0751	0.1931
O	9.4743	9.7572	18.5771	-0.0484	0.0619	0.0967
O	5.0677	1.4232	13.0855	0.0434	0.0178	-0.0377
O	1.6084	6.0052	18.7806	-0.009	0.0361	0.0868
O	0.137	10.4505	19.7452	0.0858	-0.0761	0.2485
O	11.6279	2.5398	12.8528	-0.0437	-0.0628	-0.0642
O	3.9144	4.945	10.9278	0.1218	0.0398	-0.1548
O	1.9487	8.8186	12.9373	0.0081	-0.0239	-0.0836
O	9.4958	0.4352	20.7254	0.0054	0.1243	0.2058
O	0.0062	0.1361	16.6028	0.0361	-0.0065	-0.0185
O	12.1255	10.9178	12.2223	0.0115	-0.0532	-0.1249
O	3.7336	4.3913	18.6372	-0.0297	-0.1232	0.1197
O	8.4886	7.8845	17.0239	-0.0458	0.0188	-0.0085
O	-0.541	18.5351	17.9937	0.0179	0.0223	0.0839
O	2.6527	5.0174	13.2198	0.0515	0.0167	-0.0472
O	12.9036	4.687	10.9924	-0.0072	0.0483	-0.079
O	9.7648	12.0659	11.7336	-0.0916	-0.0287	-0.0424
O	8.6777	5.3884	21.2184	-0.0519	-0.0743	0.1029
O	2.5337	10.7245	17.7904	0.0127	-0.0124	0.0401
O	10.2218	1.3529	18.3608	0.0079	-0.0419	0.1008
O	2.9882	2.6932	11.903	0.0525	-0.0155	-0.0864
O	3.1478	10.9913	11.92	0.0158	-0.081	-0.0743
O	4.0135	8.658	14.6083	0.0614	-0.0371	-0.0097
O	1.7335	9.3102	10.3842	-0.0696	-0.0356	-0.2287
O	0.431	18.8199	20.4274	-0.0161	0.1066	0.3065
O	6.9259	9.3637	20.8786	0.168	-0.1003	0.3635
O	6.1528	10.3256	14.3993	0.0393	-0.0428	-0.0376
O	11.3557	2.7941	16.2569	-0.0253	-0.0764	0.0815
O	13.0984	3.3325	18.0102	-0.031	-0.0218	0.1368
O	1.9122	4.3585	15.6443	-0.0063	-0.0475	-0.001
O	7.385	0.1343	12.3236	0.0424	-0.039	-0.0336
O	7.6283	1.6852	10.2531	0.0844	-0.0722	0.0507
O	4.9226	1.407	10.4803	0.0592	-0.018	-0.3091
O	11.2024	2.4704	21.1425	0.0305	-0.0578	0.1194

Results
free energy: -142855.331 eV
free energy less fixed offsets of O -568.88, Si -635.61 eV per atom: 5.169 eV

The program warned: the cutoff lies below the one the program advises for these potential files; the forces do not sum to zero within the program's tolerance; the exchange-correlation potential is rough where the density is thin.
